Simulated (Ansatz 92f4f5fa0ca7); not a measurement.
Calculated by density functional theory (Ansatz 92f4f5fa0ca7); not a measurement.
Periodic cell of 406 atoms, Si266O140, from a study of silicon, its oxide and their interface. The atomic structure is a simulated model.
Doubt: the cutoff is far below the 930 eV that the study's wrapper takes by default for these files, so forces and energies are approximate.
This geometry differs little from another in the collection (a relaxation step or a small displacement).

Settings: functional PBE; potential files Ansatz PAW; basis plane waves; wave-function cutoff 580 eV; density cutoff ratio 5; exchange-correlation grid ratio 1; k mesh 1 x 1 x 1, Gamma-centred; self-consistency stop 5e-08 eV per atom in the density residual; occupations fixed; spin none; net charge 0.

Cell vectors (angstrom)
a	15.4687	0	0
b	0	12.8259	0
c	0	0	35.9138

Atoms and the computed forces on them: element, x, y, z (angstrom), force x, y, z (eV/angstrom)
Si	-0.016	1.17	33.241	0.001	0.004	0.002
Si	3.862	1.17	33.226	0	0.008	0.004
Si	7.691	1.171	33.241	0	0.005	0.001
Si	11.581	1.169	33.243	-0.001	0.01	0.002
Si	1.946	7.584	33.24	0	0.007	0
Si	5.772	7.58	33.255	0.002	0.003	-0.002
Si	9.662	7.583	33.237	0.001	0.007	0.005
Si	13.522	7.584	33.25	-0.005	0.003	0.001
Si	1.934	5.247	33.647	0.017	0.037	-0.057
Si	5.801	5.247	33.647	-0.047	-0.072	-0.214
Si	9.668	5.247	33.647	-0.145	0.136	0.139
Si	13.535	5.247	33.647	0.071	0.079	0.093
Si	0	11.66	33.647	0.007	0.09	0.02
Si	3.867	11.66	33.647	0.031	0.004	-0.24
Si	7.734	11.66	33.647	-0.109	0.062	-0.054
Si	11.602	11.66	33.647	-0.112	0.046	-0.06
Si	0	4.664	34.884	0.004	0.049	0.005
Si	3.867	4.664	34.884	0.002	-0.043	-0.035
Si	7.734	4.664	34.884	0.026	0.028	-0.002
Si	11.602	4.664	34.884	0.015	-0.029	-0.038
Si	1.934	11.077	34.884	0.004	-0.023	-0.036
Si	5.801	11.077	34.884	0.014	-0.002	-0.023
Si	9.668	11.077	34.884	0.027	-0.008	-0.02
Si	13.535	11.077	34.884	0.017	-0.012	-0.038
Si	0	2.332	35.296	-0.033	0.026	0.061
Si	3.867	2.332	35.296	0.03	0	-0.021
Si	7.734	2.332	35.296	-0.133	0.018	0.059
Si	11.602	2.332	35.296	-0.016	0.021	0.08
Si	1.934	8.745	35.296	0.064	0.01	0.064
Si	5.801	8.745	35.296	-0.091	0.029	0.148
Si	9.668	8.745	35.296	0.007	0.017	0.045
Si	13.535	8.745	35.296	-0.042	0.026	0.128
Si	1.934	1.749	0.619	-0.003	-0.023	-0.024
Si	5.801	1.749	0.619	0.024	0.019	0.02
Si	9.668	1.749	0.619	0.016	-0.009	-0.02
Si	13.535	1.749	0.619	0.022	0.004	0
Si	0	8.162	0.619	-0.002	-0.011	-0.017
Si	3.867	8.162	0.619	0.001	0.043	0.037
Si	7.734	8.162	0.619	-0.006	-0.014	-0.015
Si	11.602	8.162	0.619	0.023	0.006	0.009
Si	0	5.83	1.031	-0.003	-0.057	-0.045
Si	3.867	5.83	1.031	0.003	0.03	0.03
Si	7.734	5.83	1.031	-0.03	-0.034	-0.022
Si	11.602	5.83	1.031	-0.01	0.019	0.016
Si	1.934	12.243	1.031	0.002	0.027	0.029
Si	5.801	12.243	1.031	-0.014	-0.019	-0.01
Si	9.668	12.243	1.031	-0.019	0.028	0.036
Si	13.535	12.243	1.031	-0.013	-0.001	-0.003
Si	1.934	5.247	2.268	-0.059	-0.01	-0.043
Si	5.801	5.247	2.268	0.058	0.006	-0.035
Si	9.668	5.247	2.268	-0.05	-0.025	-0.15
Si	13.535	5.247	2.268	0.147	-0.032	-0.179
Si	0	11.66	2.268	-0.016	-0.034	-0.092
Si	3.867	11.66	2.268	0.086	0	0.039
Si	7.734	11.66	2.268	-0.059	-0.03	-0.067
Si	11.602	11.66	2.268	0.059	-0.024	0.035
Si	1.934	2.915	2.68	-0.003	0.017	0.033
Si	5.801	2.915	2.68	-0.023	0.015	0.036
Si	9.668	2.915	2.68	-0.019	-0.007	0.021
Si	13.535	2.915	2.68	-0.021	0.028	0.046
Si	0	9.328	2.68	0	0	0.016
Si	3.867	9.328	2.68	-0.001	-0.033	0.002
Si	7.734	9.328	2.68	-0.004	-0.007	0.006
Si	11.602	9.328	2.68	-0.024	0.009	0.024
Si	0.167	0.062	26.718	-0.015	0.004	0.077
Si	3.369	0.03	26.631	0	-0.025	0.012
Si	8.07	0.111	26.543	0.014	-0.011	0.054
Si	11.242	0.066	26.766	0.026	0.001	-0.004
Si	1.614	6.476	26.712	0.001	-0.023	-0.029
Si	6.178	6.459	26.631	0.001	-0.026	0.014
Si	9.349	6.588	26.888	-0.008	-0.004	0.051
Si	13.961	6.788	26.641	-0.007	0.021	0.028
Si	1.849	4.106	26.838	0.003	0.021	0.001
Si	5.8	4.079	26.997	0.001	0.035	-0.005
Si	9.788	4.281	27.093	0.003	0.026	-0.015
Si	13.455	3.776	27.172	0.001	-0.041	-0.056
Si	-0.063	10.587	27.049	0.012	0.038	-0.004
Si	3.794	10.478	26.982	0.016	0.036	0.002
Si	7.733	10.57	26.718	-0.006	0.02	0.019
Si	11.531	10.553	27.09	-0.017	0.026	0.018
Si	0.033	3.5	28.276	0.025	-0.018	0.032
Si	3.794	3.566	28.172	0.001	-0.008	-0.003
Si	7.778	3.523	28.191	-0.001	-0.022	0.01
Si	11.536	3.508	28.46	-0.025	-0.005	0.017
Si	1.876	9.889	28.25	-0.003	-0.005	-0.002
Si	5.824	10.013	28.128	-0.002	0.001	-0.011
Si	9.551	9.992	28.234	0.002	0.003	0.009
Si	13.496	10.003	28.311	0.006	-0.01	0.003
Si	-0.035	1.214	28.765	0.012	-0.028	-0.037
Si	3.774	1.208	28.666	-0.008	0	0.002
Si	7.723	1.191	28.657	0.002	-0.011	-0.02
Si	11.484	1.174	28.834	-0.028	-0.025	0.029
Si	1.902	7.581	28.771	0.018	0.005	0.022
Si	5.802	7.656	28.662	0.008	0.005	-0.003
Si	9.591	7.725	28.882	-0.008	-0.023	-0.031
Si	13.564	7.675	28.774	0.004	-0.022	-0.031
Si	1.899	0.6	29.973	-0.01	0.008	-0.014
Si	5.753	0.615	29.851	0.006	0.016	-0.003
Si	9.563	0.608	30.031	0.029	0.014	-0.012
Si	13.487	0.61	29.962	0.008	0.02	-0.006
Si	-0.012	7.037	30.025	-0.012	0.004	0.002
Si	3.88	7.022	29.908	-0.01	0.011	-0.007
Si	7.662	7.045	30.011	0.007	0.005	0.004
Si	11.594	7.04	29.942	0	0.025	-0.008
Si	-0.005	4.694	30.338	0.006	0	-0.018
Si	3.842	4.684	30.286	-0.003	-0.009	-0.005
Si	7.726	4.688	30.295	-0.001	0.008	-0.012
Si	11.581	4.724	30.439	0.005	-0.01	0.002
Si	1.914	11.083	30.318	0.01	0.004	-0.003
Si	5.803	11.107	30.263	0.003	-0.008	-0.003
Si	9.6	11.109	30.339	0.001	0.004	-0.019
Si	13.518	11.12	30.377	-0.005	-0.003	0.001
Si	1.93	4.103	31.568	-0.002	-0.005	0.007
Si	5.784	4.09	31.537	0.003	-0.004	0.01
Si	9.627	4.11	31.596	0.002	-0.01	0.008
Si	13.54	4.096	31.592	-0.007	-0.007	0.009
Si	-0.005	10.508	31.585	-0.001	-0.007	0.007
Si	3.87	10.509	31.539	-0.006	-0.006	0.007
Si	7.693	10.503	31.575	0.001	-0.004	0.014
Si	11.563	10.516	31.566	-0.001	-0.007	0.005
Si	1.916	1.766	32.018	0.006	-0.001	0.002
Si	5.778	1.754	31.95	-0.003	-0.006	-0.003
Si	9.625	1.784	32.054	0.005	0.001	-0.007
Si	13.513	1.769	32.016	-0.004	-0.003	0
Si	-0.003	8.187	32.06	0.005	-0.001	-0.004
Si	3.869	8.176	31.98	-0.002	0.003	0.001
Si	7.696	8.18	32.057	-0.004	-0.002	-0.005
Si	11.599	8.189	32.005	0.002	-0.007	0
Si	0	2.332	3.917	0.039	0.024	0.224
Si	3.867	2.332	3.917	0.025	-0.071	0.071
Si	7.734	2.332	3.917	0.033	-0.044	0.074
Si	11.602	2.332	3.917	0.029	-0.209	-0.057
Si	1.934	8.745	3.917	0.007	-0.076	0.033
Si	5.801	8.745	3.917	-0.035	-0.018	-0.034
Si	9.668	8.745	3.917	0.012	-0.053	-0.056
Si	13.535	8.745	3.917	0.086	0.013	0.177
Si	1.929	6.406	4.328	0.004	-0.001	-0.003
Si	5.82	6.409	4.328	0.001	-0.003	-0.006
Si	9.674	6.406	4.313	-0.004	-0.004	-0.004
Si	13.572	6.406	4.309	0	-0.004	-0.001
Si	0.004	12.825	4.317	0.001	0.002	0.001
Si	3.888	12.82	4.339	-0.001	-0.004	-0.004
Si	7.725	12.824	4.32	0	0.001	-0.002
Si	11.62	12.821	4.337	-0.001	-0.006	-0.007
Si	0.008	5.814	5.594	-0.001	-0.006	-0.002
Si	3.875	5.808	5.524	-0.002	0.001	0.002
Si	7.758	5.804	5.563	-0.001	0.004	0.002
Si	11.632	5.76	5.458	0.003	-0.002	0.003
Si	1.935	12.222	5.531	0.008	-0.001	0.002
Si	5.821	12.243	5.608	-0.006	-0.003	0
Si	9.658	12.229	5.528	0.008	0.003	-0.001
Si	13.567	12.232	5.584	-0.004	-0.002	-0.002
Si	0.016	3.486	6.025	-0.014	0.008	-0.013
Si	3.886	3.476	5.994	-0.003	0.001	-0.009
Si	7.759	3.484	5.996	-0.002	0.002	-0.009
Si	11.613	3.45	5.984	0.001	-0.005	-0.007
Si	1.928	9.894	5.988	-0.011	-0.001	-0.003
Si	5.795	9.897	5.982	0.005	0.004	-0.003
Si	9.66	9.901	5.974	0.007	-0.002	-0.007
Si	13.565	9.897	6.018	0.001	0.001	-0.016
Si	1.971	2.901	7.265	0.012	-0.002	0.007
Si	5.83	2.898	7.236	-0.003	0.002	-0.002
Si	9.688	2.889	7.247	0.005	0.003	-0.003
Si	13.53	2.886	7.255	-0.002	0.007	-0.001
Si	0.038	9.274	7.282	0.011	0.022	0.029
Si	3.859	9.328	7.22	0.001	0.01	0.005
Si	7.727	9.251	7.183	-0.002	0.002	-0.001
Si	11.594	9.273	7.178	-0.007	-0.002	0.01
Si	-0.001	6.939	7.688	-0.01	-0.013	0.006
Si	3.86	6.982	7.554	0.015	-0.014	0.003
Si	7.797	6.937	7.636	0.015	-0.016	0.004
Si	11.665	6.943	7.448	-0.007	-0.003	0.005
Si	1.939	13.388	7.57	-0.013	0.001	-0.001
Si	5.856	13.399	7.7	-0.003	-0.007	-0.001
Si	9.642	13.368	7.584	-0.001	-0.006	0.002
Si	13.602	13.374	7.666	-0.023	0	0.006
Si	1.979	6.329	8.835	-0.002	0.008	0
Si	5.789	6.405	8.77	-0.009	0.012	0.021
Si	9.838	6.364	8.757	-0.017	0.019	-0.003
Si	13.462	6.382	8.855	0.015	-0.009	-0.018
Si	0.087	12.72	8.88	0.019	0.008	0.045
Si	3.85	12.883	8.821	0.016	-0.006	-0.023
Si	7.794	12.676	8.908	0.016	0.02	0.062
Si	11.363	13.545	10.82	-0.004	0.036	0.025
Si	2.041	4.032	9.38	0.012	-0.003	-0.002
Si	5.8	4.082	9.283	-0.031	0.006	0.001
Si	9.808	4.036	9.33	0.027	0.015	-0.012
Si	13.432	4.014	9.343	-0.022	0.009	-0.003
Si	0.096	10.394	9.387	0.001	-0.006	-0.034
Si	3.863	10.559	9.264	-0.001	0.002	0.007
Si	7.71	10.341	9.257	-0.006	0.014	0.006
Si	11.551	10.44	9.239	0.001	0.001	-0.006
Si	-0.026	3.663	10.479	0.003	0.015	-0.011
Si	4.001	3.531	10.745	0.021	-0.018	-0.03
Si	7.796	3.728	10.486	-0.004	0.044	0.03
Si	11.598	3.092	10.677	0.003	-0.008	-0.013
Si	2.106	9.826	10.663	-0.001	-0.027	-0.019
Si	5.742	9.983	10.559	0.005	-0.012	-0.017
Si	9.617	9.786	10.524	-0.009	-0.016	-0.013
Si	13.502	9.993	10.486	0.007	-0.009	0.001
Si	0.423	0.703	11.075	0.001	-0.016	-0.045
Si	3.574	1.153	10.906	0.001	0.017	0.05
Si	8.202	0.673	11.101	-0.02	-0.026	-0.065
Si	11.593	-0.132	8.682	0.019	-0.008	-0.023
Si	2.346	7.503	10.846	0.013	0.023	-0.011
Si	5.525	7.623	10.773	0.016	-0.015	-0.012
Si	10.405	7.556	10.727	0.023	-0.009	-0.022
Si	12.988	7.68	10.808	-0.032	0.021	0.009
O	15.377	4.839	11.605	0.001	-0.005	-0.007
O	3.956	7.276	11.278	-0.021	0.006	-0.003
O	-2.368	7.685	25.597	-0.015	0.001	-0.001
O	7.791	6.705	26.308	0	-0.003	-0.003
O	9.683	0.37	26.167	-0.033	-0.004	-0.013
O	1.762	0.318	26.239	0.008	-0.002	-0.011
O	7.805	4.681	11.829	0.003	-0.005	-0.008
O	2.044	13.549	11.431	-0.013	0.006	-0.008
O	4.698	13.343	11.913	0.006	-0.005	-0.017
O	1.279	7.042	12.043	-0.011	-0.006	-0.003
O	7.759	2.236	11.146	0.008	-0.056	0.011
O	7.319	12.836	12.32	-0.009	0.005	0.006
O	13.519	11.018	13.678	-0.01	-0.005	0.002
O	9.526	6.706	11.847	-0.022	-0.013	0.011
O	2.437	10.335	12.234	0.008	0.005	0.031
O	5.658	10.833	12.008	-0.001	0.018	0.013
O	-0.406	-0.322	12.08	-0.005	-0.001	0.007
O	13.98	7.099	12.018	0.019	-0.006	-0.003
O	9.138	10.487	11.979	-0.004	0.016	0.027
O	4.408	4.421	12.119	0.002	0.017	0.028
O	11.479	3.451	12.31	0.001	-0.003	0.015
O	15.33	2.229	11.302	-0.004	-0.039	0.02
O	9.817	13.33	11.413	-0.027	0.015	-0.012
O	6.777	7.111	11.739	0.014	-0.002	-0.011
O	13.466	5.247	26.452	-0.004	0.046	-0.015
O	10.26	3.811	25.548	0.008	0.008	-0.012
O	10.402	7.3	25.84	0.021	0.012	-0.013
O	7.731	9.859	25.188	0.008	-0.023	-0.042
O	5.331	7.174	25.397	-0.013	0.011	-0.004
O	7.071	0.785	25.393	-0.022	0.014	-0.017
O	15.551	6.895	26.233	0	-0.004	0.007
O	3.917	9.485	25.641	-0.004	-0.022	-0.006
O	14.427	0.421	25.586	0.012	-0.01	-0.006
O	4.366	0.721	25.502	0.018	0.011	0
O	2.689	7.08	25.628	0.011	0.007	0.012
O	1.783	3.353	25.345	0	-0.012	-0.025
O	11.508	9.732	25.64	0.01	-0.019	-0.021
O	13.256	2.702	25.937	0.002	0.037	0.035
O	5.73	3.089	25.654	-0.002	-0.016	-0.004
O	-0.242	10.052	25.481	0.005	-0.008	-0.029
Si	1.247	10.805	17.992	0.001	-0.006	0.008
Si	8.59	1.334	21.618	-0.004	0.001	-0.007
Si	13.623	11.424	22.108	0.007	0.003	-0.011
Si	5.68	1.584	25.018	0.002	-0.006	-0.005
Si	0.704	0.139	22.708	0.002	0.008	-0.006
Si	9.401	10.289	13.58	0.006	-0.001	-0.005
Si	11.92	5.281	15.991	-0.003	0.002	0.013
Si	10.722	10.463	22.22	-0.002	0	-0.019
Si	12.923	1.035	15.548	-0.002	-0.008	0.006
Si	8.032	11.321	21.278	0	-0.008	-0.012
Si	1.148	8.808	20.163	0.005	0.001	-0.001
Si	14.901	13.135	17.518	-0.004	0.001	0.007
Si	0.252	10.306	23.953	0.003	0.006	0.008
Si	12.705	11.579	19.14	0.002	-0.003	0.002
Si	-0.129	6.252	12.372	0.001	0.018	0.012
Si	14.929	6.16	15.468	-0.002	-0.006	0.003
Si	11.476	2.983	13.872	0.002	-0.007	-0.009
Si	4.618	4.84	13.696	0.001	0.006	-0.005
Si	11.161	9.81	17.201	0.001	0.004	0.005
Si	8.534	6.491	22.742	-0.003	0.001	-0.005
Si	4.021	12.685	15.062	0.01	-0.006	0.009
Si	6.45	3.592	15.772	0	0.007	0.01
Si	1.724	2.996	23.749	0.008	-0.007	0.011
Si	9.129	1.996	15.679	0.002	0.001	0.012
Si	0.998	8.727	15.885	0.004	0.005	0.012
Si	2.734	0.904	20.443	0.008	0.004	-0.001
Si	3.55	2.856	15.612	0.005	0.002	0.013
Si	-0.404	4.092	21.761	0.002	-0.005	-0.01
Si	11.083	1.297	20.047	0.003	0.002	-0.004
Si	3.952	11.884	18.105	0.006	0	0.005
Si	13.617	11.685	12.16	0.011	0.007	0.01
Si	-2.483	5.701	22.782	-0.01	0	-0.005
Si	7.433	5.377	18.299	-0.001	-0.004	0.001
Si	17.012	4.508	17.279	0.002	-0.003	0.011
Si	12.239	10.963	14.713	0.011	-0.003	-0.005
Si	8.206	9.491	23.657	-0.018	0.001	0.006
Si	2.632	7.256	17.955	0.003	0.002	0.006
Si	0.45	2.629	19.346	0.006	0	0.006
Si	3.939	7.96	25.054	0.003	0.005	-0.005
Si	7.996	7.784	14.603	0.001	-0.007	-0.001
Si	4.999	7.869	14.644	0	0.007	0
Si	9.616	7.085	17.042	-0.007	0.005	0.008
Si	2.307	8.276	22.713	0.015	0.005	-0.001
Si	2.742	10.071	13.822	0.007	0.002	-0.005
Si	5.5	7.781	17.809	0	0.002	0.005
Si	4.554	2.579	22.352	-0.001	-0.009	-0.002
Si	8.727	11.667	16.169	0	0	0.008
Si	11.138	7.673	22.012	-0.001	-0.003	-0.012
Si	11.611	8.169	25.173	0.006	-0.002	0.023
Si	15.491	6.823	21.913	0.001	0	-0.015
Si	7.012	4.128	21.227	0	0	-0.01
Si	11.135	1.801	22.913	0.018	0.003	0.014
Si	8.038	6.206	12.289	-0.001	0.003	-0.008
Si	12.925	1.16	25.494	-0.006	-0.013	-0.003
Si	10.576	4.551	24.123	-0.005	-0.013	0.009
Si	11.31	2.898	17.551	0	-0.006	0.011
Si	5.787	12.353	12.62	0.007	0.002	-0.012
Si	6.735	10.653	18.433	0.004	-0.002	0.014
O	4.558	6.464	13.913	0	0.004	-0.005
O	13.37	5.977	15.865	-0.006	0	-0.007
O	2.285	7.927	16.5	-0.001	-0.003	-0.006
O	0.857	12.352	17.651	0.002	0	-0.008
O	2.348	3.203	16.671	-0.009	0.005	-0.005
O	9.681	11.311	21.293	0	0	0.008
O	4.047	7.793	18.559	0	-0.001	-0.003
O	0.666	3.974	22.991	-0.011	0.005	-0.001
O	12.745	1.973	14.211	0	0	-0.001
O	13.768	12.1	18.036	0.001	-0.001	-0.005
O	7.867	2.801	21.69	0	0.003	0.005
O	7.56	0.052	21.554	0.002	0.002	0.006
O	12.218	9.829	15.913	-0.005	-0.003	0.002
O	6.399	9.107	18.063	0	0.008	-0.003
O	13.503	11.173	20.502	-0.001	0.001	0.001
O	10.964	10.66	13.76	-0.001	0.001	-0.003
O	12.135	12.451	15.363	0.002	0.012	-0.003
O	6.516	8.406	14.309	-0.008	0.003	-0.005
O	10.462	8.377	17.594	0.001	-0.001	-0.006
O	12.185	6.496	21.571	0.001	0.001	0.005
O	3.235	3.189	23.129	0.008	-0.002	0.006
O	4.007	1.48	21.277	-0.007	-0.006	0
O	0.817	10.261	19.486	0.001	0	-0.002
O	1.522	6.846	22.576	-0.006	-0.003	0.005
O	7.302	4.421	19.631	0.001	0.001	0.002
O	10.788	3.39	23.016	0	-0.003	0
O	11.597	12.743	19.376	0.002	0.004	-0.002
O	1.406	9.379	14.454	-0.004	-0.004	-0.002
O	11.401	2.594	19.129	0	0	0.002
O	12.042	11.363	22.644	-0.001	-0.001	0.01
O	-1.929	4.23	22.33	0.004	0.002	0.008
O	3.425	4.051	14.494	-0.003	-0.009	0
O	5.441	3.748	21.592	0.008	0.006	0.004
O	2.874	10.675	17.851	0.001	0.003	-0.006
O	11.962	10.268	18.536	0.001	0.002	-0.003
O	15.936	5.171	16.264	0.008	-0.006	-0.002
O	14.562	12.786	22.318	-0.005	-0.004	0.007
O	8.325	7.63	16.185	0.01	-0.003	0.007
O	9.629	1.113	22.892	-0.006	-0.002	0.002
O	1.106	1.501	23.504	-0.001	0	0
O	9.144	8.721	13.932	0	0.005	-0.005
O	11.492	7.997	23.575	-0.001	-0.005	-0.017
O	9.781	9.963	23.487	0.009	0	0.006
O	1.028	11.732	23.732	-0.004	-0.011	0.005
O	1.676	0.057	21.379	0.006	0	0.001
O	3.759	8.072	23.425	-0.008	-0.002	-0.005
O	9.787	2.813	16.945	0.004	0.002	-0.004
O	5.426	12.462	14.219	-0.01	0.008	0.001
O	9.297	5.52	23.82	-0.002	0.008	0.001
O	11.978	5.414	24.048	0.007	0.003	-0.004
O	7.074	4.548	16.935	0.003	0.004	-0.001
O	2.632	5.632	17.765	0	0.001	-0.006
O	15.208	7.732	15.74	-0.001	0.002	-0.008
O	5.089	7.568	16.244	0.002	0	0.003
O	7.941	7.87	23.433	0.006	-0.009	0.006
O	5.332	11.382	18.763	0.001	-0.001	-0.006
O	6.318	6.542	18.447	0.002	0	-0.002
O	15.409	5.489	20.971	0.001	0.001	0.004
O	-0.37	2.849	20.735	0.001	-0.001	-0.001
O	4.001	9.06	14.139	0.001	-0.006	-0.006
O	11.66	4.369	14.681	0.003	0.012	0.001
O	9.992	10.877	16.815	0.003	-0.001	-0.006
O	16.116	4.011	18.536	-0.002	-0.002	-0.005
O	6.036	4.337	14.364	0.004	-0.005	0.001
O	7.456	11.363	17.148	-0.004	-0.002	-0.002
O	2.405	8.965	21.225	-0.005	0	-0.002
O	-0.453	1.61	18.471	0.002	0.003	-0.002
O	1.94	2.133	19.745	-0.005	0.002	-0.002
O	9.047	13.253	16.091	0	0.001	-0.009
O	10.677	6.323	16.07	0.003	-0.001	-0.008
O	7.422	5.52	22.026	-0.005	-0.006	0.005
O	14.49	0.762	15.988	0.006	0	-0.005
O	11.234	9.157	21.338	0.004	-0.003	0.004
O	7.607	2.504	15.407	0	0.002	-0.01
O	14.435	10.251	22.928	-0.007	0.003	-0.001
O	12.402	12.791	11.881	0.011	-0.007	-0.006
O	0.495	9.893	16.89	0.004	0.006	-0.002
O	1.481	7.708	19.01	-0.002	0.002	0
O	11.922	4.387	17.354	0	0.001	-0.003
O	8.94	6.074	18.16	0	-0.002	-0.003
O	8.475	11.157	14.619	-0.001	0.005	0.004
O	8.057	6.306	13.915	0	0.001	0
O	12.204	1.263	24.019	-0.02	0.01	-0.02
O	14.313	6.656	23.06	0.006	-0.002	0.01
O	9.656	7.054	21.69	0.009	0.005	0.002
O	-0.13	8.183	20.997	0.001	0.003	0.004
O	12.222	1.792	16.794	-0.003	0.009	-0.002
O	11.839	1.5	21.475	0	-0.003	-0.008
O	7.606	10.767	19.806	-0.01	0.001	-0.012
O	7.43	10.346	22.472	0.004	0.006	0.003
O	5.531	1.792	23.41	-0.01	0.008	-0.009
O	3.303	0.027	19.218	0	-0.002	-0.003
O	15.239	5.847	13.92	-0.003	-0.003	0.011
O	1.358	9.17	23.677	0.005	-0.002	0.002
O	5.047	2.911	16.313	0.001	-0.001	-0.01
O	2.986	11.533	14.528	0.001	0.005	-0.005
O	9.463	1.275	20.234	0.005	0.001	-0.001
O	3.383	1.375	14.909	-0.001	0.007	-0.011
O	4.306	12.542	16.66	-0.001	-0.002	0.006
O	10.075	2.245	14.347	-0.004	0.001	-0.001

Results
free energy: -248722.992 eV
free energy less fixed offsets of O -568.88, Si -635.61 eV per atom: -7.532 eV

The program warned: the cutoff lies below the one the program advises for these potential files; the exchange-correlation potential is rough where the density is thin.
